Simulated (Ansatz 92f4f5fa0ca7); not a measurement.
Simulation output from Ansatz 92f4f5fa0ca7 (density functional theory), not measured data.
Periodic cell of 181 atoms, Si99O82, from a study of silicon, its oxide and their interface. The atomic structure is a simulated model.

Settings: functional PBE; potential files Ansatz PAW; basis plane waves; wave-function cutoff 700 eV; density cutoff ratio 5; exchange-correlation grid ratio 2; k mesh 2 x 2 x 1, shifted by 0.5 0.5 0.5 of a step; self-consistency stop 5e-08 eV per atom in the density residual; occupations Fermi-Dirac, 0.05 eV; spin none; net charge 0.

Cell vectors (angstrom)
a	11.5983	0	0
b	0	11.5983	0
c	-3.4242	2.4882	23.4375

Atoms and the computed forces on them: element, x, y, z (angstrom), force x, y, z (eV/angstrom)
Si	8.2787	2.4839	0.158	0.2086	0.2851	0.0401
Si	-2.7657	7.4398	0.0486	0.1999	-0.4256	-0.1326
Si	-1.8583	9.7803	-0.3667	0.219	0.0847	0.0481
Si	1.7762	3.44	-0.1868	-0.1481	-0.1273	0.3075
Si	2.9824	6.3183	2.0419	-0.1141	-0.096	-0.0304
Si	1.2262	9.1608	-0.6768	0.1071	-0.3295	0.0408
Si	4.819	3.4187	-0.6419	-0.1021	0.075	-0.1472
Si	6.5624	7.6163	1.0085	-0.3628	0.2364	0.0961
Si	5.1331	9.5066	0.4679	0.6268	0.1427	-0.315
Si	1.6745	2.6274	1.9965	0.0461	-0.0307	0.0215
Si	1.0511	6.3558	0.6827	0.2212	-0.0216	-0.6348
Si	3.1067	10.1126	1.7311	-0.4423	-0.258	-0.1358
Si	6.521	2.5743	1.6968	-0.2421	-0.2259	0.1605
Si	5.2314	5.764	1.2829	0.1731	-0.0305	-0.3043
Si	7.1385	10.5371	2.1706	-0.4427	-0.0811	-0.0708
Si	10.7547	2.6535	2.1185	-0.0905	-0.1026	-0.3081
Si	10.4294	6.601	1.6877	0.1384	-0.1004	0.2442
Si	9.5568	10.3794	1.9493	0.0871	-0.1789	0.1852
Si	2.4549	4.4516	3.3545	0.3143	-0.1036	0.2087
Si	2.8074	8.3185	3.2447	-0.0859	0.1002	0.2327
Si	2.611	12.1943	2.9598	-0.1373	0.2788	0.1049
Si	6.2514	4.4844	3.0778	-0.0601	0.159	0.204
Si	6.5794	8.4292	3.2312	0.1478	0.1682	-0.2161
Si	6.5083	12.4695	3.2851	0.2008	-0.1321	0.123
Si	10.2487	4.6838	3.1897	-0.1088	0.314	0.2416
Si	10.3206	8.412	3.1832	0.0347	0.1138	-0.0653
Si	10.269	12.2712	3.2506	-0.0911	-0.1409	0.1343
Si	0.5434	4.6213	4.6457	0.0116	0.108	0.2441
Si	0.7415	8.3801	4.4314	0.0479	0.0409	0.0964
Si	0.6941	12.1246	4.4355	0.1434	-0.0381	0.0745
Si	4.4848	4.418	4.6843	-0.0696	-0.1162	-0.0385
Si	4.6612	8.3089	4.6631	0.0109	0.172	0.1495
Si	4.4723	12.4313	4.4802	-0.0787	0.032	-0.1159
Si	8.2421	4.697	4.5357	-0.0701	-0.2092	-0.0205
Si	8.4503	8.2815	4.6163	-0.1182	0.1078	0.0838
Si	8.3916	12.3841	4.7071	-0.0897	-0.0368	0.0295
Si	0.6821	2.5194	5.8097	-0.1503	0.007	-0.0733
Si	0.7335	6.5642	5.9664	-0.2506	-0.2111	0.0602
Si	0.6166	10.2462	5.828	-0.0857	0.0979	-0.0577
Si	4.5058	2.5919	6.1643	0.1177	0.0616	-0.0012
Si	4.5376	6.351	6.1389	-0.1359	0.1112	-0.0612
Si	4.5768	10.4507	5.7027	-0.1598	-0.116	0.0022
Si	8.3281	2.754	6.0039	0.0263	0.1874	-0.08
Si	8.3157	6.5086	6.164	0.1012	-0.0883	0.0285
Si	8.3052	10.2682	5.8811	-0.0583	-0.0928	-0.1931
Si	2.469	2.6414	7.4073	-0.0167	0.0004	-0.2364
Si	2.5368	6.3764	7.5372	-0.0182	0.298	-0.2813
Si	2.6231	10.3082	6.988	-0.0828	0.1976	-0.3119
Si	6.5051	2.6497	7.5647	0.0571	-0.2885	-0.1941
Si	6.3817	6.4425	7.6727	0.006	0.4577	0.275
Si	6.3528	10.4561	7.2179	0.183	0.1053	-0.2405
Si	10.3686	2.6498	7.2	0.1243	0.0862	-0.147
Si	10.4246	6.5171	7.3469	-0.0057	-0.0568	-0.1207
Si	10.2424	10.2499	7.1801	0.1915	-0.1679	-0.3534
Si	5.2243	9.0319	8.721	0.3473	-0.5151	-0.0199
Si	2.9017	8.5405	8.4875	-0.0233	-0.298	-0.0568
Si	2.4886	0.5407	8.4359	0.038	-0.269	0.2296
Si	6.7627	4.5273	8.9725	-0.2656	-0.001	0.2775
Si	9.5562	7.4266	11.3473	-0.1554	-0.0001	-0.045
Si	7.0441	0.6014	8.7141	0.1745	-0.0029	0.1995
Si	10.8574	4.5248	8.5611	-0.0584	0.0228	-0.0478
Si	10.6343	8.4696	8.6965	-0.4926	-0.2159	0.3385
Si	10.1946	0.6251	8.3748	-0.6414	-0.0367	0.3415
Si	2.5021	3.3916	11.8763	-0.0871	-0.0796	0.2171
Si	1.0128	9.3269	9.6997	0.0925	0.2105	0.602
Si	1.7125	4.4386	8.8514	0.0896	-0.2203	0.5414
Si	5.2163	4.658	11.8426	-0.1341	0.2722	0.5614
Si	3.5616	6.892	12.8585	0.1415	0.0032	0.227
Si	4.925	-0.7112	10.1484	0.1438	0.2818	0.3716
Si	9.7534	4.6289	14.5617	-0.0707	-0.0101	0.091
Si	12.421	7.9386	12.3816	0.1003	0.1302	0.1007
Si	12.1179	0.0427	9.6044	0.1459	0.1002	0.1025
Si	9.9265	0.3013	13.5103	0.0217	-0.0677	-0.1247
Si	6.5761	5.0107	14.7292	0.069	0.0734	0.1273
Si	2.4915	4.6681	14.5841	0.0281	0.0981	0.0784
Si	12.1418	1.162	11.6392	-0.1394	-0.17	0.2348
Si	8.0923	9.3806	13.2576	0.0055	0.1931	0.1081
Si	7.6605	4.8214	18.4844	0.1646	-0.0108	-0.1946
Si	4.8864	3.3351	19.1034	0.0972	0.1782	-0.1495
Si	8.9002	4.6399	9.9368	0.5125	0.0822	0.4614
Si	4.9412	9.7951	13.0057	0.1352	-0.1871	0.1637
Si	10.2927	-0.7294	16.3492	0.043	-0.0104	-0.0916
Si	2.7836	10.1669	17.3999	0.113	-0.1835	-0.2402
Si	0.786	8.7616	15.4949	-0.0087	-0.0607	0.089
Si	5.4251	7.2762	21.636	0.1011	-0.1454	-0.1282
Si	5.048	-0.1558	15.6597	0.0389	-0.077	-0.147
Si	6.2463	7.0695	16.8813	0.0422	-0.0999	-0.0817
Si	11.6818	5.9627	16.1029	-0.0826	-0.1028	0.0425
Si	2.447	5.1681	19.8447	-0.1767	-0.0318	-0.2651
Si	0.249	0.5931	21.0642	0.1171	0.2593	-0.1926
Si	0.6977	2.7043	19.0678	-0.0972	0.0866	-0.1204
Si	4.6733	2.9107	16.0553	0.0185	0.1023	-0.124
Si	5.6578	2.6453	21.8261	0.0484	0.1461	-0.2328
Si	7.5902	9.7863	16.2416	0.0246	-0.1334	-0.1271
Si	9.755	2.8849	12.1109	0.0307	-0.1332	0.2913
Si	3.8391	7.5284	18.8171	-0.0895	-0.1192	-0.3688
Si	7.7225	5.0875	21.3513	0.1185	0.0296	-0.1678
Si	10.187	3.8416	17.2342	0.0231	0.0424	-0.0355
Si	1.1166	-0.017	18.3024	0.026	0.1408	-0.0857
O	9.8293	2.5781	0.7088	0.225	0.0583	0.0555
O	3.219	3.3743	-0.921	0.2043	0.0012	-0.0291
O	1.8653	9.9467	0.6041	-0.0004	0.1579	0.0575
O	5.2117	2.4356	0.6167	0.1263	0.0064	0.1104
O	-0.2953	9.6646	-0.9353	-0.016	-0.0241	0.0628
O	6.3193	10.6766	0.6644	0.181	-0.3377	0.3905
O	5.9076	4.4019	10.4165	0.4114	-0.0257	-0.6107
O	4.1212	3.4634	12.0741	0.1181	-0.0758	-0.0687
O	3.7764	0.2491	9.468	-0.052	0.1803	-0.0082
O	6.2113	7.6589	8.8831	-0.2775	-0.2697	-0.4736
O	8.9515	5.9924	10.8914	-0.0954	-0.1174	-0.1449
O	11.1496	2.4605	11.3829	0.0552	-0.0577	-0.1135
O	9.6075	8.4278	10.0516	0.29	0.0798	-0.3604
O	6.3031	0.2225	10.1627	-0.2105	0.0808	-0.2304
O	11.0339	7.1843	12.0019	0.1217	-0.0524	-0.0247
O	8.6576	0.559	9.1208	0.3252	0.1195	-0.3186
O	4.0959	11.0104	16.9054	-0.1229	-0.0397	0.1281
O	8.0717	1.0761	-0.6779	-0.0862	0.0224	-0.0125
O	8.9012	10.349	17.0498	0.0083	0.0396	0.0445
O	2.1192	9.4318	-2.0067	-0.1483	0.0194	0.0293
O	5.043	2.2413	20.3294	0.0129	0.036	0.0499
O	0.7636	2.498	-1.0299	-0.0721	0.0713	0.0171
O	10.9151	2.7854	18.2064	0.0831	-0.0231	0.0584
O	1.1509	4.9587	-0.2084	-0.1629	0.0524	0.1405
O	-0.2865	-0.0984	17.4374	0.0464	0.0231	0.0758
O	4.6535	9.4637	-1.1049	-0.0363	0.033	0.1971
O	5.236	4.9417	-0.1936	-0.0926	0.0124	0.3064
O	2.0782	5.4541	21.394	0.0614	0.0244	0.1774
O	6.5992	-0.5532	15.9663	-0.0164	0.0432	0.0841
O	1.3671	4.1715	19.1464	0.1118	-0.0136	0.1064
O	10.9225	5.3101	17.3976	0.0019	-0.0106	-0.0206
O	1.8302	4.1253	13.1883	0.0076	0.0031	-0.1528
O	10.5935	6.0038	14.8721	-0.0055	-0.088	-0.0586
O	4.9818	1.4445	15.4438	-0.01	-0.0378	-0.0061
O	8.1856	4.9157	14.7763	-0.0312	-0.0002	-0.046
O	5.9396	3.894	15.7427	-0.0393	-0.0423	-0.0485
O	6.5548	9.6699	12.8276	-0.0116	-0.0122	-0.0283
O	4.2099	8.3448	13.1911	-0.0181	0.0244	-0.0336
O	6.1683	4.7265	13.1767	-0.0368	-0.0662	-0.1787
O	8.0097	3.815	-0.7867	-0.1513	-0.0643	0.0087
O	4.4194	-1.068	11.6605	-0.2099	0.1537	-0.128
O	8.1349	9.1175	14.858	0.0059	0.0151	-0.0323
O	10.0848	4.1521	13.0642	0.0135	0.0009	-0.0634
O	2.1393	4.1365	10.4604	-0.2213	0.1315	-0.6191
O	8.5757	8.0535	12.4764	0.0722	-0.1544	-0.1398
O	10.2599	3.4744	15.6318	-0.0104	0.0789	0.024
O	4.499	6.1266	11.7738	0.0479	-0.0403	-0.1565
O	9.9382	0.3186	15.1397	-0.0265	-0.0197	0.091
O	1.0127	9.2007	11.3748	-0.0939	-0.059	-0.1863
O	0.3783	2.1604	20.5744	0.0185	-0.2329	0.0593
O	4.7706	6.9801	17.5777	-0.073	0.055	0.128
O	0.9304	8.417	13.9253	-0.031	-0.0241	-0.1043
O	11.4717	0.3264	12.9177	0.063	0.1391	-0.1322
O	-0.565	9.6241	15.63	-0.0012	0.0099	-0.0079
O	0.6039	7.4472	16.4388	0.0389	0.0774	-0.0495
O	6.3026	4.031	18.7917	-0.138	-0.058	0.0955
O	8.7117	3.3451	10.9684	-0.0949	0.1491	-0.3032
O	4.3859	2.7583	17.6631	-0.0388	-0.0573	0.1246
O	3.4132	5.992	14.236	-0.0306	0.0675	-0.1389
O	3.9088	4.4785	19.7141	0.0035	-0.0335	0.084
O	6.1659	6.4965	15.3368	-0.012	-0.0624	-0.0126
O	0.7369	-0.4052	19.8582	-0.076	0.0609	0.1346
O	2.0991	6.9634	12.1488	-0.0389	-0.0672	-0.1409
O	6.7569	8.6139	16.9961	-0.0462	0.1029	0.0364
O	9.1533	1.6459	12.9852	0.0668	0.0542	-0.0694
O	9.1074	-0.9812	12.9105	-0.0097	-0.0121	0.0448
O	1.6226	1.5706	18.3106	-0.1048	-0.231	0.0374
O	4.5607	-0.9032	14.2983	-0.0098	0.0338	0.0431
O	4.6971	7.4997	20.1957	0.1031	-0.0067	0.1845
O	7.3504	6.195	17.6861	-0.0097	-0.0026	0.1306
O	2.1226	9.5105	16.0344	0.0268	0.1385	0.1639
O	1.3464	5.0396	15.6639	0.0531	-0.0041	-0.0535
O	6.845	6.4758	21.4471	-0.0626	0.108	0.0026
O	6.9062	3.688	21.5443	-0.1023	-0.2312	0.0338
O	2.0217	1.8213	11.945	0.0011	0.0333	-0.1007
O	3.2925	9.0212	18.46	-0.0724	0.1933	-0.0125
O	3.3711	3.509	15.2947	0.0475	-0.0419	0.0321
O	1.2295	7.5424	-0.4518	-0.1582	0.2066	0.1337
O	-2.635	6.2934	-1.1729	-0.0243	0.2801	0.0902
O	8.6147	3.8656	17.5976	-0.033	0.0281	0.09
O	8.4294	5.1342	19.8783	-0.1528	0.012	0.1303
O	2.5191	6.5667	18.9958	0.1641	-0.0149	0.1239

Results
free energy: -109581.619 eV
free energy less fixed offsets of O -569.03, Si -635.61 eV per atom: 4.231 eV
pressure: -0.23 GPa
stress xx, yy, zz, yz, xz, xy (GPa, positive in tension): 0.55, -0.12, 0.26, 0.03, -0.18, -0.17

The program warned: the cutoff lies below the one the program advises for these potential files.
